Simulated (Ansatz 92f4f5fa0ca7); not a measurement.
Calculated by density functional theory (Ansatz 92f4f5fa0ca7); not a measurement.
Periodic cell of 256 atoms, Si144O112, from a study of silicon, its oxide and their interface. The atomic structure is a simulated model.
Doubt: the cutoff is far below the 930 eV that the study's wrapper takes by default for these files, so forces and energies are approximate.
This geometry differs little from another in the collection (a relaxation step or a small displacement).

Settings: functional PBE; potential files Ansatz PAW; basis plane waves; wave-function cutoff 580 eV; density cutoff ratio 5; exchange-correlation grid ratio 1; k mesh 1 x 1 x 1, Gamma-centred; self-consistency stop 5e-08 eV per atom in the density residual; occupations fixed; spin none; net charge 0.

Cell vectors (angstrom)
a 10.938 0 0
b 0 10.938 0
c -0.5492 4.6506 36.6033

Atoms and the computed forces on them: element, x, y, z (angstrom), force x, y, z (eV/angstrom)
Si 1.0941 3.0028 29.2052 -0.0215 0.0199 0.065
Si 3.9143 5.7158 29.0617 -0.0155 0.0259 0.0687
Si 0.4338 9.0191 29.0601 0.0576 -0.0049 0.0574
Si 3.3629 0.8097 29.1608 0.0164 -0.0343 0.0206
Si -4.8507 3.4002 29.1636 0.0189 0.0024 0.0163
Si -2.237 6.3311 29.1195 -0.0061 -0.0264 0.0405
Si 6.4268 8.5243 29.1979 -0.0094 0.0287 0.0494
Si -1.6518 0.4659 29.184 -0.0371 0.0094 0.0476
Si 2.2225 4.683 30.3953 -0.0096 -0.0015 -0.024
Si 4.9293 7.3112 30.502 -0.0181 0.0054 -0.0163
Si 2.1737 -0.8663 30.345 -0.009 -0.0206 -0.007
Si 4.8883 1.9317 30.537 0.0243 -0.03 -0.003
Si -3.2668 4.6314 30.411 0.0156 -0.0044 0.0066
Si -0.6203 7.4303 30.4418 0.0344 -0.0361 0.0037
Si 7.6301 10.1806 30.395 -0.0075 -0.0061 -0.0182
Si -0.4757 1.9117 30.5698 -0.0053 0.0307 -0.0146
Si 0.8084 6.0389 31.766 -0.0134 0.0111 0.0078
Si 3.5378 8.736 31.781 0.013 0.0018 0.0143
Si 0.8763 0.4889 31.8435 0.0095 -0.0042 0.0216
Si 3.5279 3.3234 31.8489 -0.0091 0.0171 0.035
Si 6.3163 5.9702 31.8455 0.0064 -0.0061 0.0116
Si 8.9804 8.8 31.821 -0.0191 0.0165 0.0246
Si 6.2811 11.4893 31.8224 -0.0024 0.0055 0.0218
Si -1.9053 3.2949 31.8197 -0.0061 -0.0059 0.01
Si -0.5492 4.6506 33.1851 0.1272 0.1846 -0.1401
Si 2.1853 7.3851 33.1851 -0.1341 0.0086 -0.2054
Si -0.5492 10.1196 33.1851 0.0104 -0.0627 0.1567
Si 2.1853 1.9161 33.1851 0.0692 -0.0514 0.1861
Si 4.9198 4.6506 33.1851 0.033 -0.034 0.356
Si 7.6543 7.3851 33.1851 -0.0151 0.0558 0.0698
Si 4.9198 10.1196 33.1851 -0.1158 -0.1447 -0.1794
Si 7.6543 1.9161 33.1851 0.0209 0.0558 -0.047
Si 1.3673 -1.3673 3.418 -0.0372 0.1405 0.2177
Si 4.1018 1.3673 3.418 -0.0529 -0.1303 0.1918
Si 1.3673 4.1018 3.418 -0.0706 -0.3241 -0.4146
Si 4.1018 -4.1018 3.418 0.0968 0.1872 -0.5117
Si 6.8362 -1.3673 3.418 0.0774 0.1308 -0.0868
Si -1.3673 1.3673 3.418 -0.1296 0.0374 -0.0146
Si 6.8362 4.1018 3.418 0.0466 -0.0546 0.1897
Si -1.3673 6.8362 3.418 -0.0199 0.1055 0.0257
Si 2.7176 0.0138 4.8351 0.0009 -0.0001 -0.0059
Si 5.492 2.6956 4.8006 0.0092 0.006 -0.0033
Si 2.7785 5.4253 4.6895 0.0033 0.0234 -0.0202
Si 5.4283 -2.6897 4.7514 -0.0045 -0.0076 -0.0188
Si -2.7412 0.0104 4.8072 0.0044 -0.0092 -0.0193
Si -0.0089 2.7387 4.7772 -0.0098 0.0073 -0.0228
Si 8.2112 5.4803 4.7951 -0.0038 -0.0107 -0.0059
Si -0.0332 -2.701 4.7963 -0.0068 0.006 -0.0013
Si 1.3289 1.3911 6.2027 0.0317 -0.0134 -0.0017
Si 4.113 4.0849 6.094 -0.0013 -0.0367 0.0015
Si 1.3979 -4.1511 5.9662 0.0011 0.0004 0.0173
Si 4.099 -1.3494 6.2122 -0.025 0.0025 0.0191
Si -4.1181 1.3411 6.239 -0.022 0.0179 0.0029
Si -1.3532 4.1094 6.1683 -0.0115 0.0129 0.0084
Si 6.8158 -4.0385 6.0711 0.0417 0.0152 0.0094
Si -1.3726 -1.3137 6.2359 0.0164 -0.0169 -0.0013
Si -0.2277 0.2777 7.615 -0.0053 -0.0214 -0.0268
Si 2.4812 3.0387 7.4325 0.0249 -0.007 -0.0359
Si 0.2947 -5.6367 7.3827 -0.0237 0.0112 -0.055
Si 2.9971 -3.1271 7.3008 -0.0205 0.0385 -0.0627
Si 5.6153 -0.1961 7.6457 -0.0123 0.017 -0.0257
Si -2.4822 2.5139 7.4891 -0.0215 0.0413 -0.0325
Si 5.3139 5.6534 7.3564 0.0201 -0.0255 -0.0015
Si -3.0808 -2.4273 7.4348 0.0235 -0.0373 -0.0739
Si 0.8181 3.2834 34.5523 -0.0061 -0.0647 -0.0195
Si 3.5526 6.0179 34.5523 0.0554 -0.0005 -0.0156
Si 0.8181 8.7524 34.5523 -0.0887 -0.0435 -0.0045
Si 3.5526 11.4869 34.5523 0.0226 0.0819 -0.0013
Si 6.2871 3.2834 34.5523 -0.065 -0.0103 0.0147
Si -1.9164 6.0179 34.5523 0.0624 0.0979 -0.0084
Si 6.2871 8.7524 34.5523 -0.048 -0.0903 -0.0104
Si -1.9164 0.5489 34.5523 0.0704 0.0364 -0.0204
Si 2.1853 4.6506 35.9196 -0.0082 -0.0057 -0.034
Si 4.9198 7.3851 35.9196 -0.0178 0.0415 -0.0086
Si 2.1853 10.1196 35.9196 0.0019 0.0106 -0.0306
Si 4.9198 1.9161 35.9196 0.0336 -0.063 0.0024
Si -3.2837 4.6506 35.9196 -0.0067 -0.0184 -0.0262
Si -0.5492 7.3851 35.9196 0.0398 -0.0074 0.0068
Si -3.2837 -0.8184 35.9196 0.0035 0.0267 -0.0385
Si -0.5492 1.9161 35.9196 -0.0417 0.0121 -0.0134
Si 1.3673 1.3673 0.6835 0.0168 -0.0087 0.0129
Si 4.1018 4.1018 0.6835 0.0076 -0.0176 0.0331
Si 1.3673 6.8362 0.6835 -0.0153 0.0335 0.0061
Si 4.1018 -1.3673 0.6835 -0.0022 0.0064 0.0169
Si 6.8362 1.3673 0.6835 -0.0401 0.0353 0.0111
Si -1.3673 4.1018 0.6835 -0.0212 0.0016 0.0171
Si 6.8362 -4.1018 0.6835 0.015 -0.0167 0.0124
Si -1.3673 -1.3673 0.6835 0.0211 -0.013 0.0319
Si 0 0 2.0507 0.0088 0.0113 0.0199
Si 2.7345 2.7345 2.0507 -0.0859 -0.0022 -0.0143
Si 0 5.469 2.0507 0.05 0.0198 0.0176
Si 2.7345 -2.7345 2.0507 0.0081 -0.086 0.008
Si 5.469 0 2.0507 0.028 -0.0207 0.0061
Si 8.2035 2.7345 2.0507 0.0325 -0.0052 0.0093
Si 5.469 5.469 2.0507 0.0289 0.0888 -0.0008
Si 8.2035 -2.7345 2.0507 -0.0353 -0.0253 0.0078
Si 5.1626 -3.5887 11.5518 0.0082 0.0066 0.0043
Si -1.5629 -2.3072 16.2003 -0.0019 0.0046 -0.0009
Si 1.1649 -0.7712 15.4798 -0.0027 0.0026 -0.0034
Si 0.7974 3.8404 26.2918 -0.0108 -0.0007 -0.0014
Si 2.9982 5.8962 26.08 0.007 0.0134 0.0062
Si 2.5694 2.4937 12.207 0.0132 -0.0116 -0.0005
Si 3.2497 -4.9926 14.9902 -0.0016 0.0036 0.002
Si 5.0149 5.0574 23.8299 -0.0026 0.0023 -0.0022
Si 0.2197 0.6412 12.9023 -0.002 -0.0095 0.0077
Si 1.0528 2.0589 23.9237 -0.0032 0.0052 0.0001
Si 4.2848 1.7699 9.7689 0.0224 -0.0069 0.0031
Si 6.7761 -0.557 15.6301 0.0045 -0.0011 0.0031
Si 6.5907 -0.6578 25.2045 -0.0028 0.0037 -0.0001
Si 5.7322 8.8949 20.563 -0.0021 -0.0015 0.0019
Si -0.1725 8.0778 18.7578 -0.0024 -0.0005 0.0009
Si -1.9226 2.0445 17.6536 0.0058 -0.0031 -0.0007
Si 8.0905 -4.3893 14.5351 -0.0017 0.0015 -0.0055
Si 2.8699 0.9846 17.3668 -0.0014 -0.0076 0.0018
Si 0.3227 9.9447 23.7851 0.004 -0.0043 -0.0051
Si 2.0165 1.5439 20.1992 0.0005 -0.0067 0.0003
Si 0.4157 -1.1407 10.4224 -0.0049 0.0023 -0.0039
Si 5.5188 0.04 18.328 0.0003 -0.0005 -0.0002
Si -2.1672 8.287 24.5524 -0.0023 -0.0019 -0.0049
Si 5.39 -2.8028 14.3434 0.0046 -0.0001 0.0009
Si 3.7527 2.5296 22.5667 -0.0018 -0.0044 0.0035
Si -1.4882 5.8399 26.1007 0.0087 -0.0088 0.0032
Si 2.9694 3.0365 15.2893 -0.0028 -0.0045 -0.0066
Si 7.8573 -5.0163 11.5671 0.003 -0.0135 0.0035
Si -1.1903 -3.7852 9.5432 0.0007 0.0114 -0.0029
Si -2.4454 4.0785 15.8999 0.0068 -0.0094 -0.0039
Si 6.6375 3.9004 9.6673 -0.0038 -0.018 0.0041
Si -3.2822 1.7901 26.8954 0.0076 0.0145 -0.0089
Si 2.6797 -2.884 10.2691 -0.0145 0.0177 -0.0089
Si 2.8966 -5.3519 11.9852 -0.0015 0.0006 0.0091
Si 0.1625 3.4247 21.3636 -0.0036 -0.0005 -0.0027
Si 1.2452 9.4958 20.8257 0.0043 0.003 0.0067
Si 3.3367 7.532 19.4448 -0.0042 -0.0063 0.0074
Si 0.3312 3.7375 16.9166 0.0017 -0.0033 0.0006
Si 6.0248 0.3175 22.3168 0.002 -0.0013 0.0078
Si 7.1669 1.7139 20.0214 0.0014 -0.0019 0.0025
Si -2.3036 1.4189 14.7513 -0.0017 -0.0015 -0.0011
Si 1.689 8.51 26.2841 0.006 -0.004 0.0115
Si 1.1859 5.4873 19.4257 0.0041 0.0017 0.0019
Si 7.5946 3.8838 24.6786 0.0124 -0.0137 -0.004
Si 7.1698 6.8396 22.2584 0.0037 0.0057 0.0042
Si -2.8328 4.0871 21.5524 0.0077 -0.0081 0.0073
Si 2.3465 -3.0145 16.8071 0.0014 -0.0002 -0.0002
Si 4.4532 9.8593 27.0417 -0.0063 -0.0062 0.0051
O -0.4277 -2.499 10.1539 0.0066 0.0034 -0.0066
O 1.1889 -0.1154 13.9888 0 0.0026 -0.0031
O 1.3834 4.1777 7.9388 0.0062 -0.002 0.0417
O 0.4167 -0.2453 9.0453 0.015 -0.0147 0.0389
O 6.7688 -1.327 8.0556 -0.0274 0.0177 0.0326
O -0.2228 4.9303 25.654 0.0011 0.0003 0.0111
O 7.084 3.2353 20.6034 0.0005 0.0035 0.0024
O 7.8679 3.2134 8.8543 -0.0099 0.0096 0.0193
O 5.0161 9.9864 25.5159 0.0094 0.0005 -0.0109
O 1.9342 7.0443 25.6224 -0.0019 -0.0074 0.0048
O 6.0605 9.6651 19.1513 0 -0.0014 0.0041
O 2.0062 -0.0382 20.5383 -0.0046 -0.0057 -0.001
O -0.3705 2.53 17.7818 0.0046 0.0053 -0.0021
O 7.5623 7.4457 28.6644 -0.0007 0.0092 -0.0314
O 2.156 -4.2805 10.9838 0.001 -0.0124 0.0025
O -0.2347 -4.7405 8.6476 -0.0089 0.019 0.0254
O -2.4785 -3.2673 8.7018 0.0194 -0.025 0.0405
O 4.9032 0.4196 9.0326 -0.0188 0.0181 0.0264
O 4.4775 -3.9247 15.0799 -0.002 -0.0039 0.002
O -0.6121 -0.7022 28.6772 -0.0035 0.0042 -0.0293
O 5.0103 4.5464 28.6765 0.0063 -0.0163 -0.0244
O 5.578 9.0486 27.8953 -0.0111 0.0061 -0.0207
O 4.8765 -2.5956 12.8189 -0.0013 0.0015 -0.0001
O 5.5218 2.7868 10.0267 -0.0014 0.0029 -0.0106
O -2.4878 1.4048 19.0367 -0.0032 0.0005 0.001
O -1.6272 5.7466 27.716 0.0158 -0.007 -0.0342
O -1.1279 1.1261 13.6742 0 0.0014 0.0009
O 2.2159 1.8997 28.6885 0.0019 0.0025 -0.03
O 0.923 9.3034 22.4089 -0.0016 0.0017 -0.0016
O 0.5227 2.0513 20.5788 -0.0002 0.0101 0.0082
O 3.9349 -0.0998 17.9655 -0.0013 -0.0005 0.0017
O 3.5085 6.3136 27.5813 -0.0168 0.0035 -0.0537
O 3.6474 1.9488 16.2972 -0.0009 0.0033 0.0017
O 3.1622 2.4076 8.7811 0.0018 -0.0062 0.0136
O -1.2216 9.4709 23.9649 0.0005 0.0011 0.0065
O -2.8626 3.6737 23.1343 -0.0019 0.0039 -0.0013
O 7.2181 4.5096 11.06 0.0085 0.0159 0.0084
O 3.0549 9.0814 26.9363 -0.0042 -0.0023 0.0064
O -1.572 -3.578 15.1575 0.0003 -0.001 0.0025
O 5.1677 10.0282 21.6249 0.0027 0.0036 0.0019
O 2.3135 4.4235 26.1607 -0.003 0.0026 0.0082
O 7.9469 -1.5758 16.0764 -0.0001 0.0012 0.0017
O 3.5832 8.0033 17.8808 0.0009 -0.0007 0.0045
O 1.9276 -1.5772 10.9117 0.0083 -0.0051 -0.0027
O 3.7799 4.4536 15.3721 -0.0011 -0.0027 0.0022
O 3.5365 1.5805 11.2252 -0.0166 0.0052 0.0164
O 7.3286 0.4653 14.4691 0.0007 -0.0015 -0.0026
O 2.6689 2.0001 23.6754 0.0065 -0.0001 0.0016
O 2.4983 -5.0243 13.5394 0.0006 -0.0025 -0.0011
O -2.5727 -5.1251 13.1114 0.0023 -0.0006 0.0094
O -2.6639 3.0111 14.6675 0.0019 0.0003 0.003
O 4.3205 -2.8448 10.3605 0.0034 -0.0058 -0.0007
O -2.8111 5.2612 25.3545 -0.0097 -0.0042 0.004
O -2.8074 2.6453 25.5908 -0.0028 0.0169 -0.0041
O -1.4762 8.1879 17.7861 0.0048 -0.0028 -0.0031
O -0.1041 9.2627 19.8969 0.0061 -0.0047 0.0017
O 0.7336 2.4431 25.4685 0.0042 -0.0075 0.0016
O 5.9734 5.0856 8.7574 -0.0008 -0.0001 -0.002
O 0.3829 3.5792 27.8408 -0.0037 0.0128 -0.0395
O -1.8848 1.0809 16.3177 -0.0009 0.0015 -0.002
O 1.5775 0.3001 16.644 0.0021 -0.0005 -0.0001
O 5.9755 4.0157 24.6536 -0.0035 0.0021 0.0069
O 5.4563 -1.3711 15.1061 -0.0022 -0.0033 0.0027
O -2.6802 7.3198 23.3587 -0.0058 -0.0008 -0.0006
O 6.8974 -3.3564 14.2643 0.0009 -0.0023 0.0053
O 5.7732 1.3878 19.2267 0.0024 -0.0002 0.0034
O 8.0532 3.3409 17.2971 -0.0044 0.001 0.0026
O 2.323 -1.9336 15.5759 -0.0006 0.0007 0
O 7.5108 8.9467 25.3505 0.0076 -0.0007 0.007
O 2.3081 8.3753 20.3676 0.0043 -0.005 -0.0075
O -0.2437 -0.3285 11.6724 -0.0025 0.0079 0.0072
O 4.1529 0.3446 27.7848 0.0101 -0.0012 -0.0146
O 4.1372 -4.218 7.7823 0.0136 -0.0122 0.0332
O 2.3325 1.8473 18.6355 0.001 -0.0003 0.0054
O 6.6139 2.6718 27.7819 -0.0029 0.0014 -0.0033
O 6.3379 0.2701 16.9523 -0.0006 -0.0042 0.0027
O -0.8535 4.4773 16.0515 0.0007 0.0001 0.0039
O 1.087 4.6337 20.8014 -0.0038 -0.012 0.001
O 1.4175 3.2468 15.7923 0.0085 0.0004 0.0037
O 0.7217 8.3384 27.5894 0.007 -0.0171 -0.0497
O 6.9701 8.1434 21.2979 0.001 -0.0057 0.0011
O 4.1483 5.8649 24.9394 0.0075 -0.0079 -0.0012
O 1.0643 8.2559 17.7253 -0.0061 -0.0023 0.0108
O -1.3609 3.7658 20.9916 0.0074 -0.001 0.006
O 0.4048 3.2162 22.9605 0.0013 -0.0032 0.0005
O -1.3782 1.4002 8.0147 0.01 -0.0174 0.0286
O 2.7238 6.0321 19.4026 0.0018 0.006 -0.0033
O 0.3638 0.6224 23.6285 0.0005 -0.0026 0.0045
O 2.2317 -2.7679 8.7083 -0.0024 0.0005 0.0325
O 5.0769 1.5911 22.6561 -0.0011 0.0027 0.0016
O -0.0016 6.6246 19.48 0.0045 -0.0015 -0.0046
O -1.3023 7.3795 25.6001 -0.0019 0.0097 0.0037
O 5.834 6.2064 22.9859 0.0017 -0.0024 0.0009
O 6.7536 -3.8152 11.309 -0.0074 0.0034 -0.0049
O 7.2574 0.7149 21.3123 0.0011 -0.0031 -0.0006
O 4.1203 4.1068 22.8339 0.0001 -0.0041 0.0013
O -0.3391 -1.3385 15.7392 -0.0004 -0.0022 0.0041
O -1.7244 -4.7049 10.752 -0.01 -0.0091 0.0065
O 7.6286 5.4118 15.6151 -0.0043 0.0008 0.0033
O 7.0064 0.4229 26.3374 -0.0125 -0.0208 -0.0051
O 6.7527 -0.129 23.6894 -0.0022 -0.0022 -0.0032
O 4.5132 -5.0827 11.8223 -0.0024 -0.002 -0.0014
O 1.0189 4.6673 18.04 0.0002 -0.0043 -0.0017
O 2.5273 4.0386 11.6351 -0.0017 -0.0013 -0.0024
O 2.1924 -4.4863 16.1222 0.0023 -0.0046 0.0004
O 1.0516 1.885 12.2381 -0.0037 0.0013 -0.0044
O -2.0407 1.3563 27.85 0.0068 0.0054 -0.0175
O 3.097 2.4911 13.7556 -0.0027 0.0051 0.0085
O 1.164 9.5042 25.1117 -0.0063 0.008 -0.0025
O 3.123 2.3619 21.0741 0.0004 -0.0015 0.0042
O -3.1351 5.662 21.3375 -0.0008 0.0001 -0.0005
O 4.7425 7.6478 20.2307 0.0045 -0.0007 0.0009

Results
free energy: -155247.161 eV
free energy less fixed offsets of O -568.88, Si -635.61 eV per atom: -4.761 eV

The program warned: the cutoff lies below the one the program advises for these potential files; the forces do not sum to zero within the program's tolerance; the exchange-correlation potential is rough where the density is thin.
